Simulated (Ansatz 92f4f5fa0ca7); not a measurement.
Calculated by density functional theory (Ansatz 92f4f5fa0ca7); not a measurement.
Periodic cell of 256 atoms, Si144O112, from a study of silicon, its oxide and their interface. The atomic structure is a simulated model.
This geometry differs little from another in the collection (a relaxation step or a small displacement).

Settings: functional r2SCAN; potential files Ansatz PAW; basis plane waves; wave-function cutoff 800 eV; density cutoff ratio 5; exchange-correlation grid ratio 1; k mesh 1 x 1 x 1, shifted by 0.5 0.5 0 of a step; self-consistency stop 1e-10 eV per atom in the density residual; occupations fixed; spin none; net charge 0.

Cell vectors (angstrom)
a 10.887 0 0
b 0 10.887 0
c 0 0 35.7378

Atoms: element, x, y, z (angstrom)
Si -5.311 -0.0286 -0.3934
Si 5.5746 2.8886 2.863
Si -3.5527 11.1244 -5.6443
Si 5.1637 5.9723 0.0454
Si -0.3748 -7.5363 -3.2931
Si 2.7321 3.2915 -0.9024
Si 9.2472 3.9732 1.4639
Si 11.7563 7.4585 -1.1581
Si 4.225 3.3018 -3.5248
Si -0.7356 -0.821 1.5111
Si 2.9178 5.3696 2.9249
Si 4.0448 9.5795 1.0208
Si 5.7122 5.9572 -7.1988
Si 11.625 1.0614 1.3608
Si -0.6641 6.48 -2.6714
Si 13.5541 10.9517 2.4539
Si -0.0818 2.754 2.7593
Si 5.3933 -2.5057 2.6707
Si 0.1643 8.2581 2.7501
Si 4.2956 4.193 1.4021
Si 8.2421 0.1158 2.5991
Si 7.0511 1.8304 1.4214
Si 8.1116 5.5457 2.7792
Si 6.7684 6.957 1.4492
Si 1.3771 4.0557 4.0925
Si 4.0707 1.3917 3.925
Si 1.4943 9.6033 4.0957
Si 4.1878 6.9014 4.1415
Si 6.8518 4.2158 4.254
Si 9.4881 1.4036 4.1558
Si 6.8491 9.6546 3.9893
Si 9.5918 6.8901 4.0294
Si 0.0203 0.0124 5.4437
Si 2.7305 2.6776 5.4058
Si 0.02 5.4683 5.4001
Si 2.7671 8.2013 5.4938
Si 5.4447 0.0666 5.3517
Si 8.1612 2.7527 5.5393
Si 5.4695 5.5334 5.5668
Si 8.1725 8.2283 5.3677
Si 1.3836 1.3576 6.803
Si 4.0623 4.0636 6.7949
Si 1.3709 6.7854 6.8064
Si 4.1669 9.5578 6.7844
Si 6.7347 1.3801 6.8194
Si 9.5633 4.1278 6.8053
Si 6.8873 6.8704 6.837
Si 9.504 9.5322 6.7921
Si 0.0091 2.7374 8.1351
Si 2.7668 -0.0055 8.1284
Si -0.0766 8.0882 8.1346
Si 2.712 5.3882 8.1877
Si 5.3806 2.7078 8.2102
Si 8.0957 -0.0062 8.1606
Si 5.4821 8.176 8.1724
Si 8.1884 5.4368 8.1874
Si 1.3399 4.0231 9.5705
Si 4.0307 1.337 9.6106
Si 1.3514 9.4682 9.3431
Si 4.1482 6.7368 9.4914
Si 6.7876 4.0656 9.5111
Si 9.4639 1.4141 9.4432
Si 6.7691 9.5052 9.5925
Si 9.5104 6.7299 9.6239
Si -0.0373 -0.0408 10.6065
Si 2.6009 2.6341 10.9964
Si -0.0125 5.3154 10.9929
Si 2.6654 8.0776 10.6867
Si 5.3644 -0.0659 10.9745
Si 8.1179 2.7283 10.905
Si 5.4731 5.3659 10.9474
Si 8.0742 8.0698 10.9519
Si 1.1394 1.1648 12.2157
Si 4.0199 4.0108 12.2805
Si 3.1048 5.773 13.5938
Si 3.8449 9.418 12.175
Si 8.5366 0.1072 13.4517
Si 8.5496 5.7416 13.857
Si 4.6843 7.6424 13.4259
Si 9.5885 9.4947 12.0007
Si 2.5335 4.9203 15.8641
Si 4.767 1.0891 16.1102
Si 0.39 8.4755 13.2938
Si 1.4455 6.7275 12.1819
Si -0.0727 -4.5169 21.1079
Si 2.0279 -0.6357 13.4767
Si 7.4768 10.9779 17.4704
Si 9.4731 3.9985 12.4266
Si -0.7006 1.9525 13.5167
Si 1.326 9.0388 17.9079
Si 2.1142 10.9671 15.7219
Si 6.7522 6.7452 12.4581
Si 5.8534 -0.8667 19.5704
Si 7.1088 1.6355 19.7701
Si 4.0498 -2.8772 18.5318
Si 6.5741 4.7684 15.6331
Si -15.2658 4.8709 31.1271
Si 26.1713 -6.9176 17.2753
Si -0.8002 21.6732 29.3713
Si 3.6851 11.8174 26.2466
Si -18.6547 31.231 30.5392
Si 22.0761 13.4933 19.1112
Si 16.5285 -17.0962 23.3384
Si -6.65 18.2849 23.6841
Si -7.8868 2.8921 23.905
Si -0.6362 16.7585 26.4832
Si 21.3209 -13.04 25.3195
Si 12.0072 0.0049 20.5302
Si -2.5132 14.2017 23.3852
Si -13.1465 15.1369 30.368
Si -0.3578 20.3249 35.0275
Si -5.453 -0.9947 22.3482
Si 3.0284 0.9538 21.5175
Si -7.0577 30.0436 28.5558
Si -5.1601 29.4789 15.9897
Si 0.5778 5.4901 35.7907
Si 14.0098 3.6161 20.0385
Si -9.8945 13.0386 16.0235
Si -19.139 19.8985 25.8347
Si -14.0691 -13.0239 34.9381
Si 7.0229 17.4277 33.4369
Si -16.7548 11.2248 32.182
Si 12.5291 6.7564 37.3813
Si 20.5145 -5.7078 19.4259
Si -13.4015 10.3214 26.739
Si 29.0314 26.1577 20.8424
Si -16.369 2.5901 13.5557
Si -2.4707 -1.5066 15.3286
Si -14.9384 -9.6255 12.2628
Si -10.4122 -13.5938 30.735
Si -7.7568 -25.0846 35.6831
Si 9.8939 -3.3724 14.9212
Si 10.1283 9.0671 22.3092
Si 12.7396 3.7418 30.4226
Si 2.0151 1.103 28.9452
Si 11.3328 -16.2947 29.3986
Si -4.1712 -2.1902 28.4947
Si -13.8336 22.245 22.5101
Si 7.7347 4.1198 27.3763
Si 10.8385 -4.2795 16.9434
Si 6.8071 -9.6755 27.1448
Si 0.5829 1.3934 34.6758
Si -7.9231 6.4218 20.9671
Si 11.151 -6.2601 23.8442
O 4.3322 -19.3986 -18.7624
O 7.5171 -12.7846 -8.6045
O -2.8474 5.3793 -15.9078
O -3.0078 -3.1512 0.4639
O -9.8387 -1.6505 -10.0958
O -4.7932 -7.2191 -21.1708
O 6.2272 0.5313 -19.2246
O 22.9223 9.9918 -19.122
O 6.0151 -9.4646 0.2102
O -17.4978 -15.0834 -7.4114
O 24.0899 13.5253 -6.406
O 15.1601 9.8974 -4.135
O -19.918 19.6814 -4.3911
O 22.241 -19.5259 -18.1885
O 17.8831 -0.8091 -0.2761
O -4.77 -16.1326 34.4561
O -4.8976 4.3556 17.0806
O 5.2041 7.5276 17.502
O 3.9038 6.9886 19.7715
O 8.3925 14.6954 21.8453
O 11.2018 -21.9354 34.2375
O -14.9912 33.7296 28.7965
O -13.6337 -5.9073 15.309
O 4.4365 20.3644 19.0659
O -4.7231 9.3333 20.9976
O -10.6869 1.254 19.9989
O -2.2487 17.197 33.5003
O -13.5063 3.7087 28.8676
O -0.3471 2.1592 15.1062
O 17.6961 -3.7642 28.8338
O 11.0469 7.9301 17.8799
O 11.1306 16.3948 25.1876
O -13.8654 1.3693 18.3748
O 16.4439 5.035 29.837
O 4.0493 -6.7447 18.8328
O 0.1315 16.4044 22.495
O -15.2662 -4.6127 31.9415
O -32.9428 9.3731 29.9614
O -14.7104 19.4699 15.8264
O 32.1202 18.3843 31.793
O -30.7958 3.4534 15.5651
O -2.1884 -11.3571 16.5808
O -15.0968 3.1584 19.966
O -18.4404 39.7482 22.382
O -5.7079 -1.757 28.2308
O -1.4433 -0.3269 27.9235
O 11.3024 22.6964 29.1094
O 1.4285 6.7802 20.5996
O 19.7454 37.6769 26.6042
O -39.3966 1.6981 31.9719
O 17.3393 21.8373 23.016
O -7.2648 2.1959 20.6184
O -1.7662 -1.7906 34.254
O -8.2048 8.1793 17.7288
O -11.917 5.2947 30.093
O 2.6481 11.7957 27.4848
O -1.073 25.4848 23.9928
O -5.1147 -7.1572 32.0096
O 1.3517 -33.655 19.2674
O -29.3866 13.0922 25.3421
O 3.8176 3.7184 33.7304
O 7.0237 -1.113 18.4801
O -12.9358 -0.8665 22.5067
O -16.5172 33.7334 26.6548
O -1.9639 -10.3586 30.3267
O -2.5333 12.5801 23.4892
O -26.7536 -4.6704 15.3854
O 36.2865 -0.0251 16.361
O -0.2225 -5.9598 32.8248
O -6.5106 14.5535 23.4852
O -20.1706 14.3541 19.5296
O -4.537 -5.8859 27.3947
O -6.2298 19.2146 14.9547
O 3.262 18.7074 24.9128
O -22.1675 -19.411 33.7484
O -10.636 -27.1884 27.7861
O -0.9687 14.4492 19.3928
O 10.0309 -17.0606 35.9604
O -0.9131 29.5343 21.3501
O 16.0614 6.0986 23.9999
O 3.2156 4.127 31.2355
O -1.6992 -7.6884 31.497
O -9.9341 -25.6713 29.7417
O 12.2603 -5.0618 16.6162
O 2.6308 -9.2109 22.909
O 23.8664 1.8939 34.3172
O -8.2071 -10.896 29.8956
O 4.6841 12.3618 14.5314
O -3.6269 20.42 29.7545
O 31.0879 -0.9755 25.4801
O 17.893 14.9043 24.0009
O -20.0861 14.7365 23.8808
O 11.7885 13.8737 31.5188
O -8.1292 30.3771 27.4004
O 7.9696 11.9415 20.9998
O 5.1697 -23.9831 23.3568
O 3.4452 -11.3887 25.5034
O -0.9954 27.4507 17.8862
O -6.7982 21.5522 21.8872
O 10.0162 -3.4104 26.2831
O 17.3317 0.5284 31.4108
O -3.4944 13.5677 26.7051
O -4.1422 8.0875 33.8207
O 29.9448 13.7796 36.5694
O 16.636 -10.1415 19.6946
O 10.47 19.2879 23.7406
O -4.8337 15.8588 21.7678
O -10.4939 -0.848 21.7043
O 5.1978 -21.6456 33.7795
O 3.1366 4.8177 21.1191
O -9.2906 15.3119 35.057
O 3.4352 -7.8227 36.2736

Results
free energy: -155980.131 eV
free energy less fixed offsets of O -570.45, Si -639.56 eV per atom: 6.909 eV

Forces (eV/angstrom), in the order of the atoms: element, x, y, z
Si 0.0114 0.0121 0.052
Si -0.012 -0.0504 -0.0606
Si 0.0259 -0.0829 0.0118
Si -0.1505 -0.0115 0.068
Si -0.0806 -0.0958 0.052
Si -0.0423 0.0335 0.0784
Si 0.0842 -0.0129 0.1235
Si -0.2393 0.0164 -0.0919
Si -0.0336 0.0192 0.1038
Si 0.0019 -0.0079 0.186
Si 0.0673 0.2236 0.1134
Si 0.0026 0.0377 -0.0625
Si -0.0158 0.0242 0.0565
Si -0.114 -0.1258 0.1954
Si 0.1297 0.3325 -0.3325
Si -0.0349 0.0258 0.0211
Si -0.0138 0.0587 0.0774
Si 0.0272 -0.0347 0.0371
Si 0.0115 -0.0843 0.001
Si -0.1037 -0.0099 0.1458
Si -0.005 0.0794 -0.0267
Si 0.0117 -0.1017 0.2254
Si -0.0305 -0.0088 0.0058
Si 0.0157 0.1068 0.1582
Si 0.083 -0.0873 0.0171
Si 0.0125 0.0499 -0.0057
Si -0.0217 -0.0215 -0.0449
Si 0.0317 -0.1179 0.0773
Si -0.0283 0.0008 0.0555
Si 0.0083 -0.0168 -0.0301
Si 0.0067 -0.0219 -0.0393
Si -0.0476 0.0789 0.0072
Si 0.0065 0.018 0.0065
Si -0.0162 0.0447 -0.0258
Si 0.0171 0.0127 -0.0441
Si 0.0343 0.0144 -0.0443
Si -0.0204 -0.0128 0.0086
Si -0.0121 0.0409 -0.0007
Si 0.0598 0.0972 -0.0082
Si -0.02 -0.0548 -0.0109
Si -0.0155 -0.0267 -0.0078
Si -0.0216 0.0064 -0.0028
Si -0.0131 0.0273 -0.0351
Si -0.0424 -0.0199 -0.0327
Si -0.0071 -0.0009 -0.0151
Si 0.0175 -0.0178 -0.0049
Si 0.0063 -0.0301 -0.0001
Si -0.0006 0.0042 -0.0304
Si 0.023 -0.0021 0.0107
Si -0.0396 -0.0231 0.0405
Si 0.0196 0.0266 0.0226
Si -0.0086 0.0168 -0.0021
Si -0.0056 -0.0036 0.0329
Si 0.0082 -0.0114 0.0166
Si 0.0116 -0.0043 -0.0022
Si 0.0235 0.0544 0.0555
Si -0.0258 0.0313 -0.0061
Si -0.0279 -0.0189 0.0007
Si -0.018 -0.0055 0.0107
Si -0.0019 0.0273 0.0152
Si -0.0076 0.0107 -0.0069
Si 0.0249 -0.0023 0.0031
Si 0.0161 -0.0354 -0.014
Si 0.0016 -0.0169 0.02
Si 0.0065 -0.0389 0.0355
Si 0.006 0.0036 -0.0356
Si -0.0497 -0.0169 -0.0061
Si -0.0066 -0.0456 -0.0095
Si 0.028 -0.0004 0.0032
Si -0.0463 0.0033 -0.0411
Si 0.0079 -0.0421 0.0104
Si -0.0172 0.035 -0.0389
Si -0.0284 0.0042 0.0749
Si -0.0163 -0.0208 -0.0312
Si 0.1017 0.0901 -0.0022
Si 0.0029 0.0305 -0.0012
Si 0.0578 0.0039 -0.1576
Si 0.1178 0.0558 -0.1034
Si -0.026 -0.107 -0.1005
Si 0.0109 0.0003 0.0053
Si 0.1679 0.0073 -0.1698
Si 0.0289 0.0499 -0.0919
Si -0.0229 0.0156 -0.0251
Si -0.0339 0.0151 -0.0253
Si 0.0262 -0.029 -0.0412
Si 0.0711 0.0077 -0.1491
Si 0.0116 -0.0199 -0.14
Si 0.035 0.0224 -0.024
Si -0.0344 0.0486 -0.1601
Si 0.0507 -0.0017 -0.1343
Si -0.2562 0.0028 -0.123
Si -0.0223 0.0214 0.0508
Si -0.0267 -0.0144 -0.0762
Si 0.01 -0.0531 -0.0673
Si -0.0132 -0.0384 -0.1019
Si 0.0081 0.0253 -0.1139
Si 0.0652 -0.0205 -0.0467
Si -0.0411 0.0494 -0.1078
Si 0.0265 -0.1054 0.0594
Si 0.0424 -0.0097 0.1177
Si -0.0637 0.0141 0.0039
Si 0.0284 -0.0003 -0.166
Si -0.0477 0.0356 0.0083
Si -0.0222 0.021 0.0095
Si 0.0101 -0.0368 0.0533
Si 0.0018 -0.0874 0.1994
Si -0.0058 -0.0387 0.054
Si -0.0193 -0.0366 -0.0892
Si 0.0413 -0.0143 0.0028
Si 0.1194 0.0005 -0.0161
Si 0.0327 -0.066 -0.2646
Si -0.0139 -0.0167 -0.012
Si 0.0714 0.0658 0.017
Si 0.0159 -0.0359 0.0981
Si -0.0199 0.0436 -0.1437
Si 0.1757 0.0945 0.3302
Si 0.0548 0.0121 -0.136
Si 0.1343 -0.0303 -0.1128
Si 0.0219 0.0098 0.1642
Si -0.0172 0.0736 0.1028
Si -0.0147 -0.0176 0.0839
Si -0.0123 0.0122 0.0623
Si 0.0523 -0.1981 0.195
Si -0.0068 0.0163 -0.1777
Si -0.0449 0.0141 0.0922
Si 0.0218 -0.0041 -0.059
Si -0.0123 -0.0135 -0.1172
Si 0.0007 -0.0723 0.0187
Si 0.0217 -0.0032 -0.0437
Si -0.1679 -0.1028 0.0696
Si -0.028 -0.1795 0.1846
Si 0.0067 -0.0653 -0.1273
Si 0.0325 0.0141 0.0336
Si -0.0544 0.0252 -0.0274
Si -0.0379 0.0142 0.1487
Si 0.0305 0.1113 0.1204
Si 0.0184 -0.0735 0.0818
Si -0.0129 0.0215 -0.0151
Si 0.0009 0.0566 0.1427
Si 0.0789 -0.0307 -0.159
Si 0.0147 0.0723 0.0406
Si -0.1041 -0.1202 -0.0817
Si -0.0165 -0.0165 -0.0879
Si -0.0063 0.0527 0.0659
O -0.0273 -0.0303 0.0427
O 0.0452 0.0631 -0.0598
O -0.0448 0.0226 0.0548
O 0.01 -0.038 -0.0835
O 0.0327 0.0083 -0.0299
O -0.0037 0.0556 0.0612
O 0.0485 -0.0154 0.0192
O 0.031 -0.1039 0.0972
O -0.0201 -0.0622 -0.0639
O -0.0076 0.0174 -0.0412
O 0.0481 -0.0493 -0.0031
O 0.0537 -0.0137 0.0038
O 0.0615 0.0181 0.0118
O -0.0614 0.0403 0.2338
O -0.0188 0.0096 0.0323
O 0.0811 -0.0156 -0.1162
O 0.0306 -0.0524 0.0418
O -0.0469 0.0304 0.0976
O 0.0132 -0.0226 0.0699
O 0.0258 -0.0017 0.0317
O 0.0952 0.0953 -0.0325
O 0.0211 -0.0248 -0.0539
O -0.0474 0.0207 0.0902
O -0.0012 0.0548 0.0178
O 0.0253 -0.0392 0.062
O -0.0156 -0.025 0.0473
O 0.1099 0.0123 0.0363
O -0.0138 0.0202 -0.0653
O 0.0424 -0.009 0.0464
O 0.0062 0.0011 -0.013
O -0.0242 0.0369 0.0394
O 0.0268 -0.0146 -0.0807
O 0.0167 0.0335 0.0326
O -0.0481 0.0312 -0.0366
O -0.0078 0.0031 0.1184
O -0.0108 -0.0119 -0.0108
O -0.0123 -0.0148 0.0049
O -0.0267 0.0808 -0.0455
O -0.054 0.0346 0.0221
O -0.1217 0.0521 -0.3268
O -0.0938 -0.0429 0.0106
O 0.021 0.0658 0.1347
O -0.0016 0.0403 0.0246
O -0.004 0.0158 0.0211
O -0.0267 -0.0091 -0.0334
O -0.0127 0.0189 -0.0619
O 0.0132 0.0028 -0.0406
O -0.0203 0.0144 0.0303
O 0.0254 0.003 -0.0593
O -0.0432 -0.0388 -0.0325
O 0.0127 0.0253 0.0053
O 0.0167 -0.0447 0.0149
O -0.0893 0.0294 0.103
O 0.0157 0.0019 0.0163
O -0.0171 -0.0665 -0.0082
O 0.0308 -0.0188 -0.0812
O -0.0151 -0.0162 -0.0017
O 0.0147 0.0027 0.0029
O -0.008 0.0238 0.0901
O -0.0217 0.0418 -0.0395
O 0.0448 -0.0014 -0.0331
O -0.0169 -0.0533 0.058
O -0.0177 -0.0174 -0.0103
O -0.0661 -0.0088 -0.0584
O -0.0353 0.0364 -0.0097
O -0.0144 0.004 0.0111
O 0.0669 -0.0263 -0.0072
O 0.0274 0.0247 0.0402
O 0.1052 0.0743 0.0826
O 0.0369 0.007 -0.0175
O -0.0494 0.0107 0.0509
O -0.0025 -0.0271 -0.0672
O 0.0086 0.0104 0.0596
O 0.0418 -0.0418 -0.065
O 0.0027 0.001 0.0188
O -0.0135 0.0056 -0.1017
O -0.023 0.023 0.0705
O -0.0035 0.0698 -0.0738
O -0.0431 0 -0.0075
O 0.0361 -0.0156 0.008
O 0.0217 -0.0194 -0.0356
O -0.0106 -0.0329 0.037
O 0.0181 -0.0651 -0.0725
O -0.1446 0.0575 0.0952
O -0.0321 -0.013 0.0091
O 0.0025 -0.0063 0.0074
O 0.0166 0.0711 -0.0482
O -0.025 0.0029 0.0624
O 0.0199 0.0208 0.0088
O 0.0069 -0.0093 -0.0436
O -0.0087 -0.0144 0.0087
O 0.0119 -0.02 -0.0258
O 0.0431 -0.0179 0.0086
O -0.0392 0.0337 -0.102
O 0.0328 -0.0108 0.0574
O 0.0293 -0.0231 0.0073
O 0.0157 0.0084 -0.0532
O -0.0327 -0.0283 0.1288
O -0.0022 -0.0176 0.0056
O -0.0207 0.0565 -0.0346
O 0.0455 0.0182 -0.0345
O -0.0056 -0.0574 -0.0493
O -0.0277 0.0288 -0.0717
O 0.0026 0.0136 -0.0011
O -0.0288 0.0332 0.0457
O 0.0121 -0.0363 -0.0568
O -0.004 0.0168 0.014
O -0.0095 -0.0233 0.0632
O -0.0304 0.0082 -0.0307
O 0.0212 0.0173 0.0612
O 0.0639 -0.1038 -0.1363
O 0.011 0.0142 -0.0763

The program warned: the cutoff lies below the one the program advises for these potential files; the forces do not sum to zero within the program's tolerance; empty levels may hold ghost states of the PAW files; the exchange-correlation potential is rough where the density is thin.
